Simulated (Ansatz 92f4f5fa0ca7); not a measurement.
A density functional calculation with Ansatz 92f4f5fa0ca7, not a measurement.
Periodic cell of 226 atoms, Si132O92P2, from a study of silicon, its oxide and their interface. The atomic structure is a simulated model.
Doubt: the cutoff is far below the 930 eV that the study's wrapper takes by default for these files, so forces and energies are approximate.
This geometry differs little from another in the collection (a relaxation step or a small displacement).

Settings: functional PBE; potential files Ansatz PAW; basis plane waves; wave-function cutoff 580 eV; density cutoff ratio 5; exchange-correlation grid ratio 1; k mesh 1 x 1 x 1, Gamma-centred; self-consistency stop 5e-08 eV per atom in the density residual; occupations fixed; spin none; net charge 0.

Cell vectors (angstrom)
a  10.938  0  0
b  0  10.938  0
c  0  0  31.9494

Atoms: element, x, y, z (angstrom)
Si  10.6783  0.06  24.5023
Si  5.0417  0.1363  24.7109
Si  2.8163  2.3077  24.5883
Si  8.5495  2.4262  24.6242
Si  10.6651  5.5964  24.4034
Si  5.1151  5.5831  24.4776
Si  2.9822  7.945  24.4386
P  8.3791  7.7944  24.6401
Si  1.3006  1.1446  25.8905
Si  6.8005  1.3097  25.7639
Si  3.9776  4.0049  25.7602
Si  9.666  4.0229  25.8985
Si  1.3092  6.8147  25.6908
Si  6.7206  6.6383  25.7924
Si  3.9754  9.4649  25.9816
P  9.5896  9.5908  25.8853
Si  2.6323  -0.1327  27.3155
Si  8.173  -0.0677  27.1596
Si  0.0743  2.6656  27.2365
Si  5.4512  2.72  27.1303
Si  2.6565  5.4204  27.1211
Si  8.1791  5.3669  27.1567
Si  -0.0076  8.1972  27.1458
Si  5.5047  8.1536  27.1807
Si  4.0869  1.3311  28.505
Si  9.5414  1.3224  28.5127
Si  1.3835  4.0789  28.5758
Si  6.7894  4.0747  28.5366
Si  4.0889  6.7778  28.4801
Si  9.5346  6.7939  28.4807
Si  1.2739  9.5  28.6354
Si  6.8319  9.5252  28.5626
Si  -0.0356  0.0018  29.9193
Si  5.4716  -0.0044  29.8888
Si  2.7613  2.7171  29.9023
Si  8.1858  2.7299  29.8768
Si  -0.0053  5.4673  29.8837
Si  5.4582  5.462  29.8879
Si  2.747  8.1635  29.8889
Si  8.2189  8.1819  29.8975
Si  1.3673  1.3673  31.2657
Si  6.8362  1.3673  31.2657
Si  4.1018  4.1018  31.2657
Si  9.5708  4.1018  31.2657
Si  1.3673  6.8362  31.2657
Si  6.8362  6.8362  31.2657
Si  4.1018  9.5708  31.2657
Si  9.5708  9.5708  31.2657
Si  2.7345  0  0.6835
Si  8.2035  0  0.6835
Si  0  2.7345  0.6835
Si  5.469  2.7345  0.6835
Si  2.7345  5.469  0.6835
Si  8.2035  5.469  0.6835
Si  0  8.2035  0.6835
Si  5.469  8.2035  0.6835
Si  4.0956  1.3811  2.0634
Si  9.5916  1.3537  2.0461
Si  1.3506  4.1379  2.0564
Si  6.8241  4.1349  2.0449
Si  4.0887  6.8485  2.0459
Si  9.5712  6.8415  2.0635
Si  1.3595  9.6018  2.0566
Si  6.8233  9.615  2.0481
Si  0.0319  0.0384  3.4735
Si  5.4826  0.043  3.4535
Si  2.7186  2.7754  3.4061
Si  8.2505  2.7842  3.3474
Si  0.0269  5.5203  3.4731
Si  5.4741  5.5261  3.4292
Si  2.7372  8.2437  3.4024
Si  8.2398  8.2899  3.3874
Si  1.3809  1.4584  4.8478
Si  6.9102  1.4771  4.7336
Si  4.0638  4.156  4.7643
Si  9.5989  4.0856  4.7823
Si  1.3694  6.9735  4.8464
Si  6.8411  6.9909  4.7326
Si  4.0964  9.5775  4.7949
Si  9.6222  9.5807  4.8427
Si  2.7615  0.0398  6.1458
Si  8.2973  0.1225  6.0966
Si  0.0193  2.8029  6.3058
Si  5.5179  2.8415  6.0796
Si  2.7575  5.5942  6.1468
Si  8.2552  5.6023  5.963
Si  0.052  8.3094  6.3751
Si  5.5029  8.3043  6.2276
Si  4.4281  1.1848  7.3365
Si  9.815  1.1551  7.6242
Si  1.181  4.504  7.5115
Si  6.6462  4.5484  7.2593
Si  4.3266  6.7099  7.5508
Si  9.7333  6.6169  7.507
Si  1.2853  9.9451  7.7113
Si  6.7264  9.967  7.4204
O  9.5537  1.2  24.0489
O  4.0883  6.7921  23.9613
O  3.9948  1.2466  24.0456
O  9.4455  6.7641  23.9821
O  -0.0232  5.547  8.0233
O  5.5749  0.1267  7.919
O  0.0758  0.095  8.153
O  5.5364  5.6165  7.8933
O  7.6084  3.9754  8.4534
O  8.7353  7.0539  8.7723
O  2.1845  9.4614  9.0543
O  8.8969  1.6857  8.9262
O  7.6231  9.4762  8.7231
O  3.6158  1.8212  8.6138
O  3.5907  7.2302  8.961
O  2.0652  4.0052  8.8262
O  8.1401  3.4763  23.4055
O  0.3627  4.9604  22.9948
O  1.8711  2.8034  23.3209
O  5.8118  4.8836  23.1487
O  5.5298  9.9903  23.5601
O  2.4488  8.684  23.051
O  0.1771  10.0257  23.2138
O  7.845  8.6047  23.3414
Si  8.6755  7.6891  18.4854
Si  8.793  6.3433  13.6633
Si  3.8007  1.5267  14.7635
Si  2.1399  5.7398  17.6772
Si  2.415  3.1459  19.5652
Si  9.8233  9.0162  12.1088
Si  1.3058  9.4146  22.1519
Si  9.1855  0.9477  13.235
Si  1.4335  5.0429  13.0632
Si  1.8068  8.2459  12.8491
Si  6.6902  9.5348  22.5533
Si  4.5253  4.5892  15.743
Si  8.2156  3.0224  9.5978
Si  0.848  8.2441  19.319
Si  6.96  1.3054  21.1566
Si  8.2343  8.3162  9.6904
Si  10.8945  5.1934  15.6476
Si  7.5712  9.484  16.3653
Si  9.9218  2.0538  20.3372
Si  3.2216  8.5158  9.9356
Si  6.6971  3.3327  17.4513
Si  1.1586  0.2096  19.8691
Si  3.2426  2.8024  12.3203
Si  7.2347  5.3792  19.7276
Si  5.7568  8.661  11.5714
Si  5.7922  6.0617  13.2317
Si  4.641  9.7042  17.7036
Si  0.9852  3.6211  22.234
Si  4.8966  1.4752  18.8822
Si  3.1968  3.0804  9.5357
Si  6.4599  10.8059  13.8292
Si  10.3586  0.0992  16.0129
Si  5.6651  3.6498  11.1752
Si  9.8469  3.8816  11.9386
Si  2.3581  9.9041  15.5967
Si  6.1177  8.1095  19.8802
Si  6.9255  3.9456  22.4249
Si  9.7509  2.7619  17.3984
O  7.2028  6.3651  14.0074
O  1.8889  7.0538  18.7329
O  10.2892  4.0177  16.5561
O  6.1706  9.9347  17.1165
O  10.1603  0.6821  14.5082
O  8.4726  6.1095  18.9204
O  5.1821  0.6799  14.4664
O  5.7188  2.0454  17.6038
O  8.3383  1.9111  20.5901
O  2.0097  4.2925  18.46
O  6.9682  2.8013  10.6538
O  4.8778  2.693  12.2377
O  6.0233  4.374  16.3917
O  4.5615  3.9202  9.9657
O  10.6702  2.776  21.5998
O  9.7313  6.1486  15.0017
O  6.0237  6.4754  19.8549
O  4.0765  0.1751  18.337
O  9.2673  10.538  12.3108
O  2.863  4.3436  12.741
O  1.8648  10.7141  21.2993
O  3.9949  2.7118  19.478
O  0.7436  10.0291  16.0166
O  1.2943  9.8026  18.9071
O  1.7096  1.6663  19.3488
O  8.9474  10.3704  16.5392
O  4.8936  8.636  18.9304
O  9.5801  8.7469  10.5156
O  6.771  4.0766  18.8941
O  2.8518  1.7066  13.434
O  5.9665  8.6455  21.4116
O  2.5456  2.4441  10.8972
O  7.6077  4.8269  21.2199
O  5.2208  7.468  12.5831
O  0.439  9.0546  12.5415
O  7.5952  1.0395  13.6213
O  7.104  9.6216  14.7971
O  8.9822  5.0111  12.7348
O  8.0962  8.0203  16.9614
O  6.2243  2.5291  21.9647
O  2.4668  9.0454  14.161
O  0.43  4.4741  11.908
O  0.7882  8.3204  20.9942
O  9.3949  3.8175  10.3827
O  9.6662  2.3687  12.57
O  7.6489  8.5602  19.4449
O  2.5589  8.1781  11.3961
O  3.9804  3.0451  15.4116
O  0.8554  4.4887  14.485
O  10.036  2.9897  18.9942
O  9.1529  7.7861  12.9723
O  10.5023  0.5326  20.1176
O  6.0344  5.0297  11.9681
O  8.1508  2.7254  17.0419
O  3.5305  5.4705  16.7637
O  4.6736  9.1307  10.4188
O  1.5489  6.6643  13.2063
O  4.7684  5.4814  14.3819
O  2.0161  3.8749  20.9808
O  10.5504  1.395  16.9923
O  0.9383  6.0568  16.6156
O  7.3802  10.8989  21.994
O  5.9206  0.8665  19.9961
O  6.0813  10.0136  12.4447
O  2.8621  0.5262  15.6354
O  7.061  8.0118  10.7991
O  10.2593  8.0174  18.7259
O  3.4567  9.1875  16.6518

Results
free energy: -137746.131 eV
free energy less fixed offsets of O -568.88, P -755.39, Si -635.61 eV per atom: 2.129 eV

Forces (eV/angstrom), in the order of the atoms: element, x, y, z
Si  0.0297  0.0343  -0.1469
Si  0.0186  -0.0562  -0.0231
Si  -0.0319  -0.0219  -0.0623
Si  0.001  0.0087  -0.0265
Si  0.0243  -0.0139  0.0999
Si  -0.0383  0.012  -0.1041
Si  -0.0191  -0.0071  0.0085
P  -0.0903  -0.1133  -0.1432
Si  0.0175  0.0328  0.0035
Si  0.0709  -0.0216  -0.0324
Si  -0.0271  -0.0087  0.0445
Si  0.0005  -0.0355  -0.076
Si  -0.0151  0.0007  -0.0595
Si  -0.0103  0.0566  0.0342
Si  0.0035  -0.0149  -0.0493
P  0.0693  0.0151  -0.0177
Si  0.013  0.0057  0.0281
Si  -0.1215  0.1417  0.1594
Si  -0.0112  -0.0051  -0.009
Si  -0.0236  0.0192  0.033
Si  0.0062  0.0222  0.0026
Si  0.0153  0.0357  0.0216
Si  0.0201  -0.1234  0.0453
Si  0.024  -0.0636  0.0087
Si  -0.0152  0.0018  -0.0075
Si  -0.0092  0.0083  0.0095
Si  0.0132  -0.021  0.0137
Si  0.0038  -0.0283  0.0112
Si  0.0084  0.0197  -0.0141
Si  -0.018  0.0444  -0.0422
Si  0.0477  0.0292  0.0476
Si  0.0417  -0.0157  -0.0417
Si  -0.0255  -0.0086  0.0326
Si  -0.009  0.0173  0.0167
Si  0.0118  0.0062  0.0186
Si  -0.0052  0.0007  0.0433
Si  0.0014  -0.0024  0.0154
Si  -0.0201  0.0083  0.0337
Si  -0.0175  -0.0202  0.0381
Si  0.0077  0.0061  0.0053
Si  0.0916  0.0457  -0.0538
Si  0.0546  -0.0015  -0.0553
Si  0.0848  -0.0657  0.0733
Si  -0.119  -0.0276  -0.1446
Si  0.0376  -0.1273  -0.0037
Si  0.0007  -0.0594  -0.1034
Si  0.0042  -0.0586  -0.1345
Si  -0.1815  -0.1144  0.169
Si  -0.0037  0.0609  -0.0073
Si  -0.0494  0.0413  -0.1161
Si  0.072  0.1102  0.0171
Si  -0.0176  0.1016  0.0623
Si  -0.0854  -0.0333  -0.0695
Si  0.0126  0.0554  -0.0388
Si  0.0508  0.0823  0.0906
Si  0.0237  0.1377  0.057
Si  0.0029  -0.0014  0.0066
Si  -0.0146  0.0049  0.0065
Si  0.0109  -0.0007  0.0042
Si  0.0163  -0.0059  0.0152
Si  -0.0043  -0.0025  0.0068
Si  0.0004  0.0044  0.0041
Si  0.0116  -0.0079  0.0094
Si  0.0164  0.0061  0.0053
Si  -0.0004  0.0047  0.0118
Si  -0.0022  -0.0038  0.0082
Si  -0.0119  0.0027  -0.0043
Si  0.0116  -0.001  -0.0224
Si  0.0023  -0.0005  0.0155
Si  -0.0068  0.0073  -0.0014
Si  -0.0041  0.0004  -0.0035
Si  0.001  0.0074  -0.0098
Si  -0.0048  -0.0059  0.0033
Si  -0.0051  -0.0039  0.0031
Si  0.0013  0.0019  0.0034
Si  0.0029  0.0015  0.0035
Si  0.0004  -0.0014  0.0022
Si  -0.0047  -0.0012  0.0053
Si  0.002  0.0006  0.0025
Si  0.0045  0.0056  0.0018
Si  0.0014  0.0033  -0.001
Si  0.0037  -0.0058  0.0082
Si  -0.0002  -0.0006  0.0064
Si  0.0024  -0.0002  0.0079
Si  -0.0072  0.005  0.0025
Si  0.0029  -0.0053  0.0087
Si  -0.0006  -0.0042  0.0029
Si  -0.0027  0.0019  0.0061
Si  -0.0044  0.0011  0.0095
Si  -0.0038  0.0058  -0.0042
Si  0.0056  -0.0074  -0.0043
Si  0.0071  -0.0034  0.0044
Si  -0.0015  0.0104  0.004
Si  -0.0035  0.0042  0.0045
Si  0.0043  -0.0019  0.0064
Si  0.0051  -0.006  -0.0016
O  0.0419  -0.0082  0.0123
O  0.006  -0.0231  0.0001
O  -0.032  0.0214  -0.0059
O  0.0513  -0.0361  -0.057
O  -0.0019  0.0002  0.0002
O  0.0002  0.0016  -0.0011
O  -0.0005  -0.0011  0.0032
O  0.0004  -0.0069  -0.0042
O  -0.0065  0.0046  -0.0088
O  0.0053  -0.0049  -0.0066
O  -0.0064  0.0028  -0.0084
O  0.0039  -0.0042  -0.0044
O  -0.0058  0.0043  -0.0085
O  0.0043  -0.0069  -0.0098
O  0.0034  -0.009  -0.0101
O  -0.0044  0.003  -0.0034
O  -0.0098  0.0005  0.0166
O  0.0442  -0.057  -0.1164
O  0.024  -0.0186  0.0326
O  -0.0164  -0.0185  0.0242
O  -0.1181  0.0743  0.07
O  0.0071  -0.0073  0.0223
O  0.0071  0.0288  0.0218
O  -0.0521  0.0555  0.0219
Si  -0.0051  -0.0039  0.0319
Si  0.0033  -0.0012  0.0209
Si  0.0006  -0.0021  0.0241
Si  -0.0008  0.0023  0.0245
Si  0.0043  -0.0011  0.012
Si  -0.0005  0.0016  0.0203
Si  -0.0236  -0.002  -0.0226
Si  0.001  -0.004  0.0212
Si  -0.0047  0.0006  0.019
Si  -0.0006  0.0011  0.0237
Si  0.1392  -0.0994  -0.0077
Si  0.0041  -0.0004  0.0287
Si  0.0052  0.004  0.027
Si  -0.0079  0.0004  0.0208
Si  0.023  -0.0269  -0.009
Si  0.0046  -0.0001  0.0273
Si  0.0011  -0.0042  0.0302
Si  -0.0009  -0.0075  0.0324
Si  -0.0202  -0.0073  0.0059
Si  0.0024  0.0023  0.0293
Si  -0.0007  -0.0083  0.0282
Si  -0.0082  -0.0007  -0.0028
Si  -0.0021  -0.0004  0.0234
Si  0.0026  0.0133  0.0183
Si  0.0007  0.0025  0.0233
Si  -0.0016  -0.0026  0.0241
Si  0.0075  -0.0064  0.0328
Si  -0.0427  0.0543  -0.0047
Si  0.0047  -0.0068  0.0172
Si  0.0014  -0.0004  0.0241
Si  0.004  -0.0025  0.0259
Si  -0.0043  -0.001  0.0287
Si  -0.0007  0.0039  0.021
Si  0.0014  0.001  0.0234
Si  0.0034  0.0001  0.0297
Si  0.0052  0.0058  0.0568
Si  0.0366  -0.0027  -0.0251
Si  -0.0056  -0.0027  0.027
O  -0.0024  -0.0013  -0.005
O  0.0026  -0.0072  -0.0075
O  0.0056  0.0082  -0.0112
O  0.0054  0.0007  -0.0099
O  -0.0052  0.0045  -0.0166
O  -0.0026  -0.0029  -0.0048
O  0.0026  -0.0015  -0.005
O  0.0055  0.0057  -0.0059
O  0.0152  0.0089  0.0014
O  0.0022  0.0012  -0.0007
O  0.0056  -0.0015  -0.0068
O  0.0037  0.0034  -0.008
O  -0.0092  0.0039  -0.011
O  -0.0058  -0.0009  -0.0087
O  0.0031  -0.0117  0.009
O  -0.0068  0.0022  -0.0133
O  -0.0003  0.002  -0.001
O  0.0017  -0.0005  -0.0032
O  0.0007  -0.0092  -0.0053
O  0.0041  -0.0065  -0.0045
O  0.0082  0.0056  0.0053
O  -0.0061  -0.0004  -0.0007
O  0.0026  -0.0014  -0.006
O  0.0022  0.0003  -0.0005
O  0.0021  0.0028  0.0018
O  0.0039  0.0029  -0.0083
O  -0.0049  0.0019  -0.013
O  -0.0082  -0.004  -0.0147
O  -0.0013  -0.0059  -0.0103
O  -0.002  0.0042  -0.0122
O  -0.0227  -0.0206  -0.0708
O  0  0.0008  -0.0127
O  -0.0129  -0.0103  0.0032
O  -0.0001  0.0054  -0.0062
O  -0.0022  -0.0017  -0.0039
O  0.0014  0.0006  -0.0027
O  -0.0049  0.0063  -0.0163
O  0.0018  -0.0076  -0.0057
O  -0.0017  0.0047  -0.0147
O  -0.0077  0.0187  0.022
O  -0.0026  -0.0082  -0.0162
O  -0.0036  -0.0039  -0.0031
O  0.0043  0.0065  0.007
O  -0.0092  -0.0065  -0.0143
O  0.0014  0.0076  -0.0054
O  0.0004  -0.0024  -0.0076
O  0.0055  0.0004  -0.0167
O  -0.0031  -0.0057  -0.0081
O  0.0049  0.0001  -0.0115
O  0.0011  0.0003  -0.0099
O  0.0024  0.0057  -0.007
O  0.0051  0  0.0023
O  0.0008  -0.011  -0.0111
O  0.0011  -0.0011  -0.0026
O  0.0058  -0.0058  -0.0113
O  -0.0075  -0.001  -0.0087
O  0.0005  0.0007  -0.0043
O  0.0047  0.0045  -0.0131
O  0.0084  -0.0138  0.002
O  0.0007  -0.0064  -0.0108
O  -0.0039  -0.0046  -0.0105
O  0.0017  0.052  -0.0215
O  -0.011  0.0084  -0.0065
O  -0.0037  -0.0109  -0.0123
O  0.0013  0.0032  -0.0073
O  0.0061  -0.001  -0.0099
O  0.0019  -0.0003  -0.0023
O  -0.0119  0.0008  -0.0159

The program warned: the cutoff lies below the one the program advises for these potential files; the exchange-correlation potential is rough where the density is thin.
